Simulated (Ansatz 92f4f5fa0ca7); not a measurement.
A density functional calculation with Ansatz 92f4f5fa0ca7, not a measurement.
Periodic cell of 442 atoms, Si288O154, from a study of silicon, its oxide and their interface. The atomic structure is a simulated model.
Doubt: the cutoff is far below the 930 eV that the study's wrapper takes by default for these files, so forces and energies are approximate.
This geometry differs little from another in the collection (a relaxation step or a small displacement).

Settings: functional PBE; potential files Ansatz PAW; basis plane waves; wave-function cutoff 580 eV; density cutoff ratio 5; exchange-correlation grid ratio 1; k mesh 1 x 1 x 1, Gamma-centred; self-consistency stop 5e-08 eV per atom in the density residual; occupations fixed; spin none; net charge 0.

Cell vectors (angstrom)
a 15.4687 0 0
b 0 15.4687 0
c 2.0816 6.772 33.9204

Atoms and the computed forces on them: element, x, y, z (angstrom), force x, y, z (eV/angstrom)
Si 2.057 7.104 25.255 0.002 -0.008 0.004
Si 2.034 10.26 25.053 0.006 0.013 0.025
Si 2.067 14.88 25.064 0.002 -0.016 0.013
Si 2.118 2.584 25.105 0 0.025 0.021
Si 5.715 6.989 24.953 0.008 0.006 0.025
Si 6.082 11.344 25.15 -0.003 -0.003 0.002
Si 6.066 13.781 25.121 0 0 0.014
Si 5.845 2.677 24.654 0.003 0.005 0
Si 9.795 7.123 25.107 0.002 -0.016 0.014
Si 9.823 10.265 25.165 0.002 0.02 0.02
Si 9.851 14.834 25.135 0.001 -0.026 0.018
Si 9.829 2.507 25.111 -0.006 0.024 0.024
Si -1.871 7.135 25.136 0.002 -0.017 0.006
Si -1.788 10.271 25.14 -0.002 0.029 0.023
Si -1.802 14.885 25.133 0.002 -0.017 0.01
Si -1.862 2.561 25.065 0.004 0.021 0.017
Si 3.989 6.833 26.523 -0.001 -0.005 0.002
Si 4.055 10.692 26.284 -0.013 -0.01 0.011
Si 4.075 14.472 26.295 -0.005 -0.006 0.006
Si 4.093 2.88 26.316 -0.007 0.001 -0.001
Si 7.754 6.807 26.256 0 -0.003 0.004
Si 7.899 10.66 26.479 0.006 -0.002 0.008
Si 7.908 14.452 26.435 0.002 -0.004 0.005
Si 7.758 2.809 26.209 0.009 0.007 0.003
Si 11.692 6.822 26.474 -0.001 -0.007 0
Si 11.757 10.584 26.466 0.002 0.004 -0.002
Si 11.762 14.562 26.478 -0.001 -0.009 0.003
Si 11.727 2.845 26.464 0.001 0.005 -0.002
Si 0.071 6.8 26.447 -0.002 -0.005 0.007
Si 0.153 10.609 26.433 0.001 0.001 -0.003
Si 0.158 14.552 26.409 -0.001 -0.004 0.004
Si 0.121 2.91 26.345 0.001 0 0.001
Si 4.048 8.8 27.784 0.001 0.011 -0.004
Si 3.985 12.58 27.727 0.003 0 0.001
Si 4.085 16.416 27.707 0.006 0.004 0.001
Si 4.029 4.812 27.739 -0.001 -0.001 -0.001
Si 7.822 8.671 27.755 -0.002 0.006 0.003
Si 7.965 12.568 27.85 -0.002 0 0.001
Si 7.836 16.437 27.731 -0.006 0 0.006
Si 7.813 4.809 27.603 -0.001 -0.009 -0.001
Si 11.736 8.704 27.879 -0.001 0.001 0.013
Si 11.771 12.571 27.756 0 -0.002 0.007
Si 11.752 16.443 27.882 0.003 0.003 0.015
Si 11.722 4.832 27.752 0.001 -0.001 0.006
Si 0.144 8.71 27.839 0.001 0.004 0.011
Si 0.157 12.585 27.738 -0.001 -0.001 0.005
Si 0.165 16.474 27.788 -0.002 -0.001 0.008
Si 0.12 4.829 27.741 0.001 -0.001 0.009
Si 2.103 8.721 29.147 0.003 -0.003 0.002
Si 2.08 12.575 29.129 -0.002 0 0.003
Si 2.128 16.442 29.107 0.001 0 0.003
Si 2.075 4.826 29.106 0 0.001 0.001
Si 5.944 8.713 29.163 -0.001 -0.005 0.006
Si 5.945 12.572 29.114 0.002 0.002 -0.001
Si 5.952 16.436 29.143 0 -0.001 0.007
Si 5.957 4.831 29.102 0 -0.001 0.004
Si 9.764 8.703 29.147 0.002 0 0.003
Si 9.876 12.574 29.175 0.002 0.001 0.002
Si 9.773 16.443 29.141 0.002 -0.001 0.004
Si 9.755 4.831 29.073 0.005 0.001 0.002
Si 13.685 8.708 29.185 -0.002 -0.002 0.003
Si 13.7 12.573 29.121 -0.001 0.001 0.001
Si 13.713 16.443 29.171 -0.002 -0.001 0.003
Si 13.663 4.834 29.123 -0.003 0.001 0
Si 2.082 6.772 30.502 0.138 -0.072 -0.177
Si 2.082 10.639 30.502 -0.038 0.099 0.07
Si 2.082 14.506 30.502 0.048 0.081 -0.14
Si 2.082 2.905 30.502 0.096 -0.042 -0.149
Si 5.949 6.772 30.502 -0.021 -0.135 -0.097
Si 5.949 10.639 30.502 0.044 0.169 0.066
Si 5.949 14.506 30.502 -0.017 -0.098 -0.036
Si 5.949 2.905 30.502 0.035 0.046 -0.097
Si 9.816 6.772 30.502 -0.227 -0.196 -0.186
Si 9.816 10.639 30.502 -0.037 -0.092 0.169
Si 9.816 14.506 30.502 -0.015 0.115 0.144
Si 9.816 2.905 30.502 -0.225 0.136 -0.155
Si 13.683 6.772 30.502 0.019 -0.168 0.114
Si 13.683 10.639 30.502 0.029 0.168 0.156
Si 13.683 14.506 30.502 0.091 -0.106 0.075
Si 13.683 2.905 30.502 0.015 0.118 0.128
Si 1.934 0 3.417 0.069 0.212 0.016
Si 1.934 3.867 3.417 0.058 -0.118 -0.038
Si 1.934 7.734 3.417 -0.004 -0.027 -0.004
Si 1.934 -3.867 3.417 0.132 -0.31 -0.195
Si 5.801 0 3.417 -0.095 0.071 0.262
Si 5.801 3.867 3.417 -0.162 0.225 0.083
Si 5.801 7.734 3.417 -0.062 -0.151 0.011
Si 5.801 -3.867 3.417 -0.023 0.175 -0.116
Si 9.668 0 3.417 -0.126 0.159 -0.079
Si 9.668 3.867 3.417 0.081 -0.057 -0.085
Si 9.668 7.734 3.417 -0.025 0.187 -0.183
Si 9.668 -3.867 3.417 0.078 -0.206 -0.034
Si -1.934 0 3.417 0.157 -0.069 0.011
Si -1.934 3.867 3.417 0.011 0.038 0.229
Si -1.934 7.734 3.417 0.077 -0.259 -0.27
Si -1.934 -3.867 3.417 -0.166 0.121 -0.053
Si 1.968 1.947 4.812 0 0.001 -0.001
Si 1.933 5.785 4.773 0 -0.001 -0.003
Si 1.927 9.654 4.796 -0.001 -0.002 0.006
Si 1.957 -1.947 4.729 0.002 -0.001 -0.001
Si 5.765 1.965 4.797 0.003 0.001 -0.007
Si 5.778 5.808 4.825 0.004 0.002 0.006
Si 5.806 9.676 4.744 -0.002 0.002 -0.004
Si 5.797 -1.937 4.806 -0.006 0 0
Si 9.657 1.942 4.793 0.001 -0.002 0.005
Si 9.685 5.814 4.744 -0.001 -0.005 0.003
Si 9.656 9.658 4.806 -0.002 -0.004 0.002
Si 9.677 -1.934 4.746 -0.004 -0.003 0.001
Si -1.91 1.919 4.794 0.002 -0.001 -0.003
Si -1.898 5.814 4.809 0 0.005 0.002
Si -1.958 9.648 4.73 0.001 -0.001 -0.004
Si -1.951 -1.932 4.798 0.004 0.002 0.002
Si 0.043 1.893 6.169 -0.002 0.008 0.001
Si 0.058 5.738 6.198 0.001 -0.001 -0.003
Si -0.07 9.568 6.095 0.006 0.002 0.002
Si 0.049 -2.068 6.063 0 -0.004 -0.005
Si 3.873 1.999 6.258 0.001 0.001 0
Si 3.799 5.791 6.21 0.001 0.001 0.004
Si 3.908 9.654 6.117 -0.002 0.002 0.001
Si 3.824 -1.931 6.153 0 -0.005 -0.005
Si 7.694 2.077 6.136 -0.001 0.004 -0.001
Si 7.782 5.894 6.112 0.001 -0.001 -0.007
Si 7.688 9.726 6.149 -0.003 -0.001 -0.004
Si 7.78 -1.907 6.118 0.006 0.011 0.004
Si -3.859 1.869 6.137 0.001 -0.002 -0.005
Si -3.87 5.849 6.116 -0.004 0.002 -0.007
Si -3.838 9.622 6.128 0.003 -0.006 -0.001
Si -3.921 -1.887 6.162 -0.006 0.003 -0.002
Si 0.081 -0.144 7.366 0.007 0.005 0.004
Si 0.075 3.797 7.614 0.002 -0.003 -0.001
Si 0.065 7.697 7.549 -0.007 0 -0.004
Si -0.04 -4.009 7.458 -0.006 0 -0.008
Si 3.849 0.012 7.541 -0.001 0.007 -0.001
Si 3.86 3.927 7.733 -0.003 -0.003 0.002
Si 3.85 7.758 7.543 0.004 -0.003 -0.004
Si 3.751 -3.91 7.486 -0.004 -0.006 -0.001
Si 7.73 0.095 7.377 -0.005 -0.006 -0.005
Si 7.776 4.041 7.548 0.006 -0.002 -0.001
Si 7.688 7.804 7.518 0.002 0.001 -0.007
Si 7.71 -3.816 7.537 -0.005 0.001 -0.005
Si -3.964 0.007 7.654 0.008 0 -0.007
Si -3.8 3.863 7.353 -0.002 -0.003 -0.001
Si -3.856 7.733 7.586 0.001 0.002 -0.007
Si -3.873 -3.881 7.404 -0.002 0.002 -0.005
Si 1.928 -0.238 8.877 0.001 0 -0.016
Si 1.897 3.935 9.183 0.001 -0.001 -0.001
Si 1.953 8.428 8.853 0 0.001 0
Si 1.831 -4.591 8.75 0.013 -0.003 0.004
Si 5.848 -0.353 8.718 0.005 0.008 -0.001
Si 5.878 4.616 8.853 -0.004 0.022 -0.023
Si 5.773 7.118 8.788 -0.001 -0.018 -0.001
Si 5.689 -3.536 8.758 0 -0.006 0.002
Si -5.992 0.617 8.885 -0.003 -0.014 0.008
Si -5.632 3.797 8.764 -0.009 0.009 -0.017
Si -5.855 8.213 8.835 0.001 -0.025 0.007
Si -5.752 -4.085 8.776 0.002 0.03 0.001
Si -1.852 -0.43 8.613 -0.009 0.013 -0.005
Si -1.959 4.034 8.797 0.002 -0.021 -0.015
Si -1.862 7.233 8.832 0 0.013 -0.013
Si -1.978 -3.595 8.765 -0.001 -0.013 0.002
Si 1.66 -3.017 10.49 0.001 -0.009 0.005
Si 1.513 2.254 10.838 -0.005 -0.002 -0.002
Si 6.229 4.488 23.152 -0.004 -0.003 0.004
Si 4.015 6.772 31.869 -0.009 -0.097 0.008
Si 4.015 10.639 31.869 0.003 0.035 0
Si 4.015 14.506 31.869 -0.012 -0.018 0.001
Si 4.015 2.905 31.869 -0.001 0.063 -0.001
Si 7.882 6.772 31.869 0.026 -0.038 0.015
Si 7.882 10.639 31.869 -0.003 0.115 0.024
Si 7.882 14.506 31.869 0.015 -0.078 0.014
Si 7.882 2.905 31.869 0.01 0.024 0.017
Si 11.749 6.772 31.869 0.038 -0.076 -0.019
Si 11.749 10.639 31.869 -0.01 -0.032 -0.001
Si 11.749 14.506 31.869 -0.022 0.074 0.002
Si 11.749 2.905 31.869 0.033 0.033 -0.02
Si 0.148 6.772 31.869 -0.033 -0.046 -0.008
Si 0.148 10.639 31.869 -0.003 0.05 0.014
Si 0.148 14.506 31.869 -0.017 -0.008 0.003
Si 0.148 2.905 31.869 -0.021 0.007 -0.003
Si 4.015 8.706 33.236 0.002 0.016 -0.007
Si 4.015 12.573 33.236 0.011 -0.006 0.013
Si 4.015 0.971 33.236 0.005 0.014 -0.001
Si 4.015 4.838 33.236 0.011 0.003 0.014
Si 7.882 8.706 33.236 -0.009 0.002 -0.011
Si 7.882 12.573 33.236 -0.016 -0.011 0.017
Si 7.882 0.971 33.236 -0.011 -0.005 -0.008
Si 7.882 4.838 33.236 -0.035 -0.011 0.007
Si 11.749 8.706 33.236 0.001 0.031 0.002
Si 11.749 12.573 33.236 -0.028 -0.032 0.003
Si 11.749 0.971 33.236 0.006 -0.036 0.016
Si 11.749 4.838 33.236 -0.021 0.022 0.004
Si 0.148 8.706 33.236 0.012 0.015 -0.006
Si 0.148 12.573 33.236 0.029 -0.012 0.012
Si 0.148 0.971 33.236 -0.012 -0.001 0.003
Si 0.148 4.838 33.236 0.052 0.011 0.004
Si 0 1.934 0.683 -0.018 -0.015 -0.004
Si 0 5.801 0.683 0.004 0.018 -0.007
Si 0 -5.801 0.683 -0.003 -0.014 -0.005
Si 0 -1.934 0.683 0.028 -0.002 0.003
Si 3.867 1.934 0.683 0.019 0.008 0.001
Si 3.867 5.801 0.683 -0.005 -0.006 -0.01
Si 3.867 -5.801 0.683 0.032 0.01 -0.009
Si 3.867 -1.934 0.683 -0.005 -0.013 0.003
Si 7.734 1.934 0.683 -0.03 -0.006 0
Si 7.734 5.801 0.683 -0.008 0.031 -0.009
Si 7.734 -5.801 0.683 -0.03 -0.008 -0.003
Si 7.734 -1.934 0.683 -0.017 -0.007 -0.006
Si 11.602 1.934 0.683 0.023 -0.032 -0.005
Si 11.602 5.801 0.683 -0.009 0.026 -0.019
Si 11.602 -5.801 0.683 0.032 0.026 -0.011
Si 11.602 -1.934 0.683 -0.006 -0.018 0.005
Si 0 0 2.05 -0.025 0.028 -0.011
Si 0 3.867 2.05 0.018 -0.03 0.008
Si 0 7.734 2.05 -0.013 -0.005 -0.016
Si 0 -3.867 2.05 0.015 0.038 0.013
Si 3.867 0 2.05 -0.014 0.007 -0.01
Si 3.867 3.867 2.05 -0.005 0.059 -0.033
Si 3.867 7.734 2.05 -0.003 -0.007 -0.01
Si 3.867 -3.867 2.05 -0.015 -0.052 -0.039
Si 7.734 0 2.05 0.045 0.025 0.001
Si 7.734 3.867 2.05 0.019 0.004 0.019
Si 7.734 7.734 2.05 0.031 -0.062 0.001
Si 7.734 -3.867 2.05 -0.016 0.011 0.005
Si 11.602 0 2.05 -0.008 0.062 0.015
Si 11.602 3.867 2.05 -0.034 0.017 -0.006
Si 11.602 7.734 2.05 -0.017 -0.043 -0.017
Si 11.602 -3.867 2.05 0.017 -0.053 -0.025
Si 3.646 2.634 13.245 0.003 0.004 -0.001
Si -1.436 10.774 17.95 -0.005 -0.004 0.004
Si -0.2 7.074 13.452 -0.004 -0.009 -0.009
Si 6.454 3.314 11.813 0.001 -0.002 -0.009
Si 8.01 5.777 12.975 -0.005 0.004 -0.011
Si 7.438 0.506 11.109 0 -0.004 -0.019
Si 8.489 2.19 18.467 0.004 -0.001 0
Si -5.231 6.124 10.999 0.003 0.009 -0.005
Si 2.019 4.877 17.676 -0.006 -0.003 0.003
Si 7.83 -2.059 12.723 0.009 0.006 -0.015
Si -2.118 12.56 22.954 -0.006 -0.004 -0.004
Si -1.547 1.763 10.899 -0.005 0.001 -0.004
Si -2.586 7.833 11.668 0.001 -0.005 -0.015
Si 2.901 12.862 17.516 0 0.003 0.007
Si 1.824 -2.098 14.721 0 0.003 0.005
Si 1.75 4.849 23.077 -0.01 -0.003 0.005
Si 1.096 1.898 17.651 -0.007 0 0.001
Si 1.593 10.179 17.423 -0.004 0.007 0.004
Si 3.315 -4.022 12.96 0.01 0.005 -0.013
Si 8.102 6.437 16.113 0.009 -0.003 0.005
Si 7.911 -1.586 15.677 0.001 0 0.004
Si 1.883 9.036 14.409 -0.001 0 -0.003
Si 3.974 6.98 13.477 0.001 -0.002 -0.014
Si 6.223 8.091 11.788 0.007 -0.005 -0.022
Si -2.635 -4.572 11.729 0 -0.001 -0.01
Si -2.979 -0.418 12.434 -0.005 0.004 -0.011
Si -4.556 -0.745 15.165 0.007 0.004 0.005
Si 1.962 6.479 11.236 -0.002 -0.011 -0.011
Si -4.87 -2.477 11.398 -0.003 0.005 -0.013
Si 5.243 14.663 17.155 -0.002 0.003 0.004
Si 11.32 1.326 17.469 0.003 0.007 -0.001
Si 2.437 8.937 20.042 0.001 0.005 0.002
Si 1.353 14.722 19.513 0 0.005 0.002
Si 4.128 4.712 15.378 0.001 -0.003 0
Si -0.598 -2.593 12.69 -0.006 0.002 -0.008
Si 8.932 11.547 17.584 0 -0.004 -0.001
Si -1.714 3.331 17.549 -0.003 -0.004 -0.001
Si 9.211 4.865 20.047 0.01 0.001 0.002
Si 7.729 8.734 17.868 0.009 0 0.003
Si -1.481 4.857 22.997 0.003 -0.004 -0.004
Si 2.951 0.609 15.424 -0.003 0.004 0.008
Si 2.731 10.994 22.242 0.002 0.003 0.013
Si 5.56 15.483 22.711 0.004 0.014 -0.001
Si 6.834 15.3 19.814 -0.007 0.007 0.006
Si -0.687 5.781 16.248 -0.007 -0.004 0.006
Si 6.383 4.073 17.387 0 -0.004 0.003
Si 5.532 9.544 22.938 -0.006 -0.001 0.002
Si 2.71 14.103 22.218 -0.005 0 0.005
Si 11.67 12.294 16.783 -0.002 -0.006 0.004
Si 5.527 8.309 20.15 0.009 0.002 0.001
Si 6.091 -4.454 11.678 -0.009 0.001 -0.019
Si 9 13.116 20.227 0.002 -0.006 0.004
Si 6.147 5.254 20.206 0.001 -0.006 0.005
Si 1.766 5.977 20.379 -0.002 -0.01 0.004
Si 9.449 4.799 23.068 0.007 -0.002 -0.003
Si 10.218 12.527 22.958 0.007 -0.001 -0.006
Si 10.154 6.997 18.046 0.002 0.003 0.005
Si -1.377 5.355 20.003 -0.007 -0.004 0
Si -1.297 13.07 20.138 -0.002 -0.002 0.002
Si 11.604 14.395 19.248 0.005 0.002 0
Si -2.266 7.689 18.129 -0.005 0.003 0
O 1.885 0.832 10.127 0.001 0 0.008
O 2.076 -1.707 9.599 0.003 0.006 0.005
O 4.742 5.962 14.509 0.003 -0.002 0.009
O 0.678 6.425 12.237 0.001 0.004 0.008
O 2.453 2.497 12.153 -0.002 -0.002 -0.002
O 2.01 7.922 10.45 0 0.002 0.009
O -2.12 -4.447 10.174 0.001 0.002 0
O 8.833 0.079 10.333 0.001 0 0
O 6.117 0.476 10.127 0 0.004 0.006
O 6.092 4.033 10.395 0.002 -0.013 0.028
O 5.635 7.786 10.301 0.013 0.006 0.033
O 5.78 -1.94 9.18 0.001 -0.005 0.01
O -5.745 2.216 9.251 0.003 -0.004 0.011
O -3.042 9.353 12.062 -0.002 0.003 0.011
O -0.497 2.231 17.446 0.005 0 0.004
O 9.435 7.305 10.202 0.001 0.002 0.005
O -3.97 -2.263 15.434 0 0.001 0.001
O 6.605 -0.76 16.233 0.002 -0.001 0
O -1.906 -1.989 9.164 0.004 0.001 0.013
O -1.983 6.767 19.447 0.004 0.001 0.005
O -2.183 3.082 10.153 0.001 -0.007 0.011
O -1.918 5.626 9.247 0 0.012 0.017
O -1.712 7.991 10.29 -0.002 0.004 0.018
O 7.317 6.967 12.134 -0.009 0.004 0.013
O -3.885 -1.153 11.252 0.003 -0.003 0.012
O 1.701 9.029 18.579 0.001 -0.001 -0.001
O 9.528 5.684 12.396 -0.015 -0.003 0.016
O 3.103 -2.941 14.154 -0.005 -0.001 0.005
O -5.782 -5.662 9.333 0.002 -0.017 0.018
O 7.271 -0.577 12.315 0 -0.011 0.015
O -1.984 6.179 23.802 0 0.004 0.004
O 8.245 12.814 16.845 0.001 0 -0.001
O -1.714 7.265 12.91 0.006 0.001 0.012
O 2.418 -5.335 13.327 -0.002 -0.002 0.006
O 4.89 -4.367 12.781 -0.007 -0.001 0.008
O 1.795 13.113 16.327 0.004 0 0
O -1.409 0.527 9.864 0.003 0 0.005
O 7.384 7.853 16.525 -0.002 0.002 -0.002
O 2.858 7.736 14.375 -0.004 0.004 0.005
O 5.038 8.055 12.903 -0.002 -0.003 0.009
O 1.816 11.032 23.601 0.004 -0.001 -0.012
O 9.191 12.478 21.702 -0.002 0.003 0
O 5.54 8.391 24.099 -0.001 0.005 -0.006
O 5.793 4.382 21.559 0.001 -0.001 -0.004
O -0.065 13.916 19.495 0.004 0.001 0.003
O 2.077 1.006 24.627 0 0 -0.017
O 9.869 11.215 23.839 0.002 0.001 -0.002
O 4.054 8.918 19.837 -0.002 -0.001 0.004
O 6.286 14.261 23.528 0.006 0.001 -0.009
O 1.906 14.054 23.643 0.006 -0.001 -0.009
O -3.154 2.602 17.373 0.001 -0.002 0.004
O 5.628 1.316 23.706 0.001 -0.01 -0.004
O 11.717 15.951 18.804 0 -0.004 0.005
O 6.359 10.801 23.578 0.005 -0.004 -0.007
O -2.518 1.129 12.068 -0.001 -0.008 0.011
O 3.293 6.24 12.171 0.001 0.002 0.01
O -1.76 11.228 23.81 -0.001 0 -0.004
O 5.651 15.133 18.68 0.001 -0.002 -0.003
O 0.422 -2.503 13.978 0.004 0 0.004
O 7.472 2.039 11.667 -0.004 0.008 0.006
O -1.865 13.911 23.819 -0.001 0.002 0.002
O 1.925 7.558 20.751 0 0.003 0.003
O 9.934 13.891 23.796 0 0 -0.003
O -1.55 11.716 19.272 0.002 -0.001 0.001
O 0.215 5.569 20.176 0.004 0.001 0.007
O 9.087 11.884 19.168 -0.001 0.001 -0.001
O 2.055 8.649 24.676 -0.002 -0.003 -0.014
O 10.045 3.463 23.781 -0.001 0.001 -0.007
O 4.482 13.192 17.184 -0.003 -0.001 0.003
O -3.686 12.483 22.481 -0.002 0 0.01
O 2.482 13.829 18.753 0.002 -0.008 -0.006
O 2.362 5.05 21.583 0.001 0.004 -0.006
O 2.564 5.651 19.001 0.004 0.001 -0.001
O 7.944 16.385 19.318 0.001 0.002 0.002
O 3.756 1.363 14.237 0 -0.001 0.004
O 4.041 10.11 22.632 -0.004 0.005 0.004
O 6.503 8.71 18.922 -0.005 -0.002 0.004
O 1.888 -5.86 15.927 0 -0.001 0.005
O 5.523 -4.411 10.147 0.002 0 0.004
O 9.909 4.793 21.512 -0.002 -0.002 0.002
O 7.128 -3.228 11.85 0 0.004 0.009
O -1.605 4.43 16.334 0.003 0.005 0.002
O 2.224 6.121 23.957 -0.001 -0.001 0.002
O 2.293 3.453 23.706 -0.002 0.002 -0.006
O 0.135 4.798 23.041 0.006 0 0.01
O -0.24 6.039 14.709 -0.001 0.002 0.008
O 2.021 10.22 20.982 -0.001 -0.01 -0.007
O 10.408 11.263 16.936 0.001 0.004 0.003
O 0.089 10.803 17.389 0.01 -0.002 0.003
O 9.755 1.786 17.528 -0.001 -0.002 0.006
O 1.821 14.848 21.07 -0.003 0 -0.001
O 7.978 10.26 17.383 0.001 0.002 0.005
O -1.811 8.703 24.598 0 -0.009 -0.017
O 2.141 -0.521 14.564 0 -0.004 0.002
O 1.865 5.356 10.063 0 0.011 0.015
O 9.672 6.48 16.568 -0.002 -0.002 -0.002
O 7.203 4.38 12.787 0.009 0.017 0.011
O 0.607 5.525 17.199 0.005 0.001 0.003
O 5.711 4.429 18.85 0.001 0.002 0.001
O 7.75 5.589 20.148 -0.003 -0.003 0.005
O 9.794 8.704 24.602 -0.001 -0.003 -0.017
O 9.822 16.4 24.585 0 0.006 -0.02
O -2.034 3.495 23.71 0.001 0.002 -0.005
O 7.561 13.858 20.048 0.003 -0.002 0.001
O 3.078 5.203 16.499 0.003 0.002 0
O 9.268 -0.705 15.344 -0.004 -0.003 0
O -1.622 -1.311 12.716 0.002 0 0.008
O -2.011 4.967 21.459 0.004 0.002 -0.002
O -1.482 7.089 16.823 0.004 -0.001 0.001
O -1.813 0.978 24.567 0 -0.001 -0.014
O 1.796 1.429 16.246 0.005 -0.002 0
O 7.385 5.274 16.981 0 0.002 0.001
O -1.833 9.243 18.352 0.004 0.002 0.004
O 7.255 2.702 17.518 0 -0.001 0.004
O -0.043 2.181 11.405 0.003 0.002 0.005
O 5.509 5.782 23.848 -0.002 -0.003 -0.006
O -5.242 4.791 10.04 0.005 0 0.006
O 5.068 2.825 12.496 0.001 0.002 0.003
O 8.027 6.151 14.54 -0.001 -0.004 0.001
O 6.867 9.588 11.859 0.001 -0.011 0.006
O 7.483 -2.325 14.29 -0.001 0.002 0.013
O 11.603 7.676 17.871 0.004 -0.002 0.005
O 1.855 3.292 18.066 0.004 0.003 0.002
O -3.987 -3.708 11.987 0.001 -0.003 0.008
O 9.08 8.121 18.572 -0.003 -0.001 0.001
O 9.434 -2.151 12.481 -0.01 -0.001 0.008
O 10.19 14.212 20.018 -0.001 0.003 0.005
O 5.382 6.689 20.286 -0.003 0 0.003
O -2.59 14.06 20.182 -0.001 0 0.003
O 7.834 4.781 23.203 -0.003 0 0.009
O 10.196 5.74 19.088 0 0.002 0.001
O -1.462 -3.991 12.728 0.005 0.002 0.011
O 3.309 3.859 14.263 0.003 0.002 0.004
O -5.545 -2.955 9.981 0.001 -0.001 0.006
O 8.994 3.351 19.493 -0.004 -0.004 0.001
O 11.642 13.37 17.995 0.001 -0.001 0.001
O -1.088 12.602 21.686 0.003 0.002 0
O 5.293 3.884 16.18 0 0.003 0.002
O 0.286 -2.627 11.307 -0.009 0.004 0.008
O 3.062 12.545 21.812 0.003 -0.001 0.005
O 1.232 16.197 18.798 0.001 -0.002 0.003
O 6.248 15.794 21.263 0.003 -0.002 -0.002
O -3.987 -0.313 13.707 0 -0.001 0.004
O 4.095 15.64 16.512 0.001 -0.001 0.001
O 0.402 8.524 13.937 0.004 0.004 0.007
O 2.736 11.277 17.851 -0.003 -0.003 -0.002
O -2.43 11.405 16.799 0.001 0.002 0.004
O 9.993 6.164 23.775 0 0.004 0
O 4.031 15.027 22.416 -0.008 -0.006 0.004
O 6.132 8.95 21.54 -0.001 0.001 0.002
O -3.939 0.367 16.176 -0.002 -0.003 0.002
O 2.831 -3.337 11.574 0.003 -0.006 0.009
O -3.779 6.754 11.393 0.004 0.004 0.001
O -1.675 4.113 18.986 0.004 0.002 0.002

Results
free energy: -270674.862 eV
free energy less fixed offsets of O -568.88, Si -635.61 eV per atom: -11.662 eV

The program warned: the cutoff lies below the one the program advises for these potential files; the forces do not sum to zero within the program's tolerance; the exchange-correlation potential is rough where the density is thin.
